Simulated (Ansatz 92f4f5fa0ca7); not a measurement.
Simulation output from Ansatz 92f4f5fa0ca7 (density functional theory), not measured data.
Periodic cell of 273 atoms, Si165O106P2, from a study of silicon, its oxide and their interface. The atomic structure is a simulated model.
Doubt: the cutoff is far below the 930 eV that the study's wrapper takes by default for these files, so forces and energies are approximate.

Settings: functional PBE; potential files Ansatz PAW; basis plane waves; wave-function cutoff 580 eV; density cutoff ratio 5; exchange-correlation grid ratio 1; k mesh 1 x 1 x 1, Gamma-centred; self-consistency stop 5e-08 eV per atom in the density residual; occupations fixed; spin none; net charge 0.

Cell vectors (angstrom)
a 11.6015 0 0
b 0 13.3963 0
c 0 0 29.8085

Atoms: element, x, y, z (angstrom)
Si 11.571 0.2209 22.8898
Si 3.8865 0.1941 22.9893
Si 7.6663 0.0965 23.1186
Si 2.0723 3.5049 22.7435
Si 5.9058 3.6723 22.9617
Si 9.7566 3.5337 22.9937
Si 11.7124 6.8375 22.8914
Si 3.9499 6.9976 23.0433
Si 7.7931 6.8851 23.226
Si 2.0551 10.2368 23.1982
Si 5.8576 10.1008 23.2455
Si 9.9122 10.0932 23.2163
Si 11.7222 2.4513 23.7322
Si 3.9715 2.4618 23.7272
Si 7.7905 2.3943 23.7419
P 2.0848 5.7569 22.8027
Si 5.8012 5.7845 23.9648
Si 9.7955 5.7236 23.8602
Si 11.8107 8.9676 23.9837
Si 3.8968 9.0813 24.1118
Si 7.8717 9.1036 23.9684
Si 1.9146 12.5078 23.7787
Si 5.7467 12.3849 23.8995
Si 9.7075 12.4128 23.7808
Si 11.6689 2.3337 26.1571
Si 3.8845 2.3456 26.1516
Si 7.7554 2.304 26.1607
P 1.9498 5.6082 26.2571
Si 5.7784 5.659 26.3056
Si 9.7338 5.6392 26.2397
Si 11.6917 8.9175 26.3182
Si 3.8753 8.9575 26.4132
Si 7.8 9.0199 26.3096
Si 1.9246 12.3693 26.187
Si 5.7736 12.3346 26.2645
Si 9.7044 12.3506 26.1859
Si 1.968 1.1862 27.0051
Si 5.8056 1.1999 27.0084
Si 9.7093 1.1988 26.9902
Si 11.6852 4.5363 27.0654
Si 3.8173 4.5391 27.0736
Si 7.7532 4.512 27.025
Si 1.9695 7.736 27.1119
Si 5.8572 7.8845 27.0753
Si 9.7128 7.8547 27.0597
Si 11.6268 11.2003 27.0238
Si 3.8351 11.2269 27.0605
Si 7.757 11.2593 27.0431
Si 1.9336 1.1164 29.4135
Si 5.8008 1.1164 29.4135
Si 9.6679 1.1164 29.4135
Si 0 4.4654 29.4135
Si 3.8672 4.4654 29.4135
Si 7.7343 4.4654 29.4135
Si 1.9336 7.8145 29.4135
Si 5.8008 7.8145 29.4135
Si 9.6679 7.8145 29.4135
Si 0 11.1635 29.4135
Si 3.8672 11.1635 29.4135
Si 7.7343 11.1635 29.4135
Si 0 0 0.3944
Si 3.8672 0 0.3944
Si 7.7343 0 0.3944
Si 1.9336 3.3491 0.3944
Si 5.8008 3.3491 0.3944
Si 9.6679 3.3491 0.3944
Si 0 6.6981 0.3944
Si 3.8672 6.6981 0.3944
Si 7.7343 6.6981 0.3944
Si 1.9336 10.0472 0.3944
Si 5.8008 10.0472 0.3944
Si 9.6679 10.0472 0.3944
Si 11.5496 -0.0466 2.7439
Si 3.8454 -0.07 2.8033
Si 7.6656 -0.0871 2.7727
Si 1.931 3.2708 2.743
Si 5.7563 3.2761 2.7995
Si 9.5954 3.3116 2.7603
Si 11.5742 6.6396 2.755
Si 3.8725 6.6225 2.7389
Si 7.7367 6.6457 2.7674
Si 1.9261 10.0057 2.7502
Si 5.8222 10.0411 2.7706
Si 9.6773 9.9782 2.75
Si 11.5512 2.2062 3.4407
Si 3.8206 2.128 3.647
Si 7.68 2.1187 3.5606
Si 1.9086 5.5032 3.4712
Si 5.8082 5.5257 3.5649
Si 9.6529 5.5261 3.6112
Si 11.6136 8.87 3.555
Si 3.8941 8.8714 3.4245
Si 7.7413 8.8783 3.5472
Si 1.8665 12.2342 3.5485
Si 5.7556 12.2188 3.7417
Si 9.6177 12.2003 3.5108
Si 11.4802 2.1667 5.7593
Si 3.7346 2.0357 6.0708
Si 7.6114 1.9732 5.9276
Si 1.8825 5.4152 5.8058
Si 5.8089 5.472 5.9385
Si 9.6264 5.4542 6.0129
Si 11.6444 8.8014 5.9298
Si 3.9209 8.7961 5.7389
Si 7.7797 8.8181 5.9173
Si 1.7882 12.1692 5.9177
Si 5.7229 12.1249 6.2502
Si 9.5893 12.1183 5.8635
Si 1.6369 0.9836 6.733
Si 5.6739 0.9951 7.0101
Si 9.6383 0.9448 6.5973
Si 11.5767 4.3248 6.7201
Si 3.8309 4.3294 6.5598
Si 7.6992 4.1856 6.6246
Si 2.0362 7.6373 6.5105
Si 5.8365 7.7433 6.6925
Si 9.7235 7.7142 6.7309
Si 11.4599 11 6.7729
Si 3.6591 10.943 6.6458
Si 7.7621 10.9822 6.8575
O 9.9084 7.9116 8.3913
O 9.9085 0.8339 8.2463
O 1.0394 0.9301 8.3186
O 3.0826 10.5618 8.1569
O 5.8279 7.917 8.3551
O 5.6146 1.1959 8.6939
O 3.775 4.34 8.2072
O 7.6606 3.7432 8.2502
O 0.0485 4.2871 8.393
O 11.1656 10.9623 8.4243
O 8.1277 10.7765 8.4939
O 2.3817 7.5078 8.1141
O 11.4503 0.2372 21.2096
O 9.7741 3.6404 21.3297
O 4.3136 7.5773 21.5245
O 5.976 4.1443 21.3432
O 5.7905 9.8422 21.5914
O 2.1074 3.1549 21.108
O 7.3453 13.4123 21.4791
O 3.9406 0.2007 21.3245
O 7.6558 6.9184 21.5776
O 2.1617 10.1624 21.5501
O 11.3508 7.0221 21.264
O 10.3177 9.7462 21.6258
Si 11.5866 6.4632 11.2875
Si 1.592 10.3909 16.2161
Si 0.2334 3.7026 9.9073
Si 8.1024 12.8347 20.1644
Si 2.8512 10.4758 9.7544
Si 2.5929 10.3724 20.0011
Si 10.3289 3.6943 19.7947
Si 0.2625 12.8174 17.0742
Si 10.827 0.7031 19.7584
Si 3.175 7.7731 16.2107
Si 0.2501 6.5049 19.793
Si 9.4011 2.5423 14.2731
Si 2.9152 2.5627 11.0284
Si 5.1516 11.9976 15.3219
Si 5.0314 8.7393 20.6322
Si 3.622 -0.3703 11.2675
Si 5.6009 8.9054 14.7729
Si -0.1537 11.3271 9.9981
Si 9.5415 10.0336 20.224
Si 3.4633 0.0313 19.7693
Si 7.474 4.7195 9.5334
Si 2.3888 12.3846 14.1432
Si 6.199 0.6069 10.1274
Si 2.7904 2.8521 19.6448
Si 5.7266 4.4552 13.6405
Si 7.4934 0.2264 15.5737
Si 9.6275 11.3567 15.1839
Si 1.9986 6.585 13.5379
Si 2.8506 3.5463 14.005
Si 11.7066 9.1847 18.349
Si 11.2387 0.8854 9.2017
Si 9.1329 7.3383 9.7063
Si 8.6864 8.575 14.5609
Si 4.7885 7.1689 12.3349
Si 2.9385 5.64 18.7146
Si 2.5453 7.4186 9.7111
Si 6.2736 8.4416 9.8337
Si 4.337 4.7747 9.6504
Si 9.3666 10.5086 12.2631
Si 5.9928 13.0073 17.9397
Si 7.9749 4.9407 18.3416
Si 8.3161 5.4262 15.1839
Si 7.333 11.0881 9.9065
Si 5.3547 4.217 19.8286
Si 0.7961 1.5133 15.0292
Si 7.611 7.5224 20.0747
Si 7.6568 2.8043 11.8493
O 3.4594 6.0944 10.0904
O 1.9575 2.6795 15.0737
O -0.3505 12.9561 10.1724
O 8.5045 8.8495 19.9131
O 2.4473 1.269 19.3276
O 8.161 5.3267 16.787
O 2.7536 11.9616 19.651
O 7.1718 8.7908 15.1207
O 1.3024 0.2114 14.1647
O 4.421 3.8259 14.4351
O 4.2544 3.4315 10.6114
O 10.9687 2.1035 14.4695
O 11.3911 4.8541 10.9857
O 10.8588 12.0383 16.0208
O 8.9437 6.9255 14.7515
O 1.7918 3.3769 10.2001
O 8.4689 5.9489 9.205
O 11.1373 2.2962 19.4798
O 5.418 7.6141 10.9139
O 11.3674 7.6073 18.6638
O 7.8803 8.2791 10.1444
O 10.1411 7.1658 10.9773
O 9.2311 4.1303 14.7089
O 8.8456 11.4533 20.5354
O 10.586 10.5223 11.1513
O 8.3755 12.2502 15.7347
O 4.4329 2.8786 19.7095
O 4.7226 0.1852 18.7518
O 10.51 10.1325 18.9243
O 6.8207 0.6918 17.0091
O 0.5241 6.7637 12.8196
O 1.0576 7.1515 10.2897
O 3.1545 7.1967 12.5422
O 3.9836 9.565 19.7028
O 6.7998 5.2128 14.604
O 0.5777 0.9335 16.5382
O 1.5656 11.8049 17.0813
O 5.4168 8.3018 13.2918
O 2.9891 12.3977 12.6293
O 6.4441 3.2037 12.876
O 2.8131 9.3455 16.5643
O 6.1011 7.9854 19.6604
O 1.8732 6.4229 19.6639
O 1.464 9.6474 19.105
O 9.4979 9.7268 15.4521
O 3.1109 8.904 10.1979
O 8.9897 9.0548 12.9941
O 2.1602 7.3397 14.9818
O 9.0838 3.8256 18.7592
O 4.747 7.9276 15.7772
O 7.2627 1.6112 10.826
O 8.1798 6.3518 19.1202
O 5.9158 5.1765 9.6095
O 7.0489 -0.9707 19.0153
O 11.0691 2.2631 10.0893
O 8.9917 2.4072 12.6952
O 9.7258 11.5188 13.53
O 6.5307 4.2723 18.7061
O 6.0475 10.061 9.956
O 1.3655 10.8526 10.2821
O 5.1757 10.4851 14.7069
O 1.713 10.9333 14.6374
O 11.3711 13.0774 18.6036
O 5.4704 11.8382 16.9224
O 8.1022 11.0044 11.3491
O 11.2605 5.0084 19.5356
O 8.3858 1.4972 15.0614
O 2.4069 4.055 18.5531
O 3.7641 11.7131 10.3125
O 9.1949 0.5632 19.7254
O 2.7763 2.667 12.6402
O 3.6676 12.6493 15.1269
O 7.9985 4.1041 10.9335
O 5.1276 0.2707 11.3241
O 4.3737 5.5036 19.5018
O 6.2221 13.0768 14.6544
O 3.0779 6.5818 17.355
O 2.7922 0.9502 10.7041
O 0.3039 9.4844 16.7424
O 5.2343 5.6201 12.6056
O 2.1503 4.9887 13.782
O 6.9052 12.6241 9.6962

Results
free energy: -166684.930 eV
free energy less fixed offsets of O -568.88, P -755.39, Si -635.61 eV per atom: 2.780 eV

Forces (eV/angstrom), in the order of the atoms: element, x, y, z
Si 0.0128 0.0051 0.0015
Si -0.0049 0.002 0.0021
Si -0.0006 -0.0004 0.0027
Si -0.0078 -0.0795 0.0075
Si -0.0052 -0.0037 0.0132
Si 0.0056 -0.009 0.0107
Si -0.0353 0.0241 -0.0256
Si 0.0547 0.0221 0.0018
Si 0.008 0.0138 -0.0033
Si -0.0011 -0.0041 0.0112
Si 0.0105 -0.0018 -0.0006
Si -0.0024 -0.0041 -0.004
Si -0.0008 0.012 -0.0093
Si -0.0001 0.0129 -0.0058
Si -0.002 0.0066 0.0003
P 0.0005 0.007 0.0327
Si -0.0077 -0.0042 -0.0092
Si 0.0065 -0.0048 0.0015
Si 0.0077 -0.008 -0.0052
Si -0.0136 -0.0021 0.0002
Si -0.0031 0.0009 0
Si -0.0007 -0.0039 0.0027
Si -0.0083 -0.0004 -0.0002
Si 0.0047 -0.0004 -0.0009
Si 0.0043 0.0006 -0.0028
Si -0.0034 -0.0019 -0.004
Si 0.0011 -0.0034 -0.0034
P 0.0195 0.0103 -0.0378
Si 0.0046 0.0052 -0.0016
Si -0.0024 0.0046 -0.0015
Si -0.003 0.0021 -0.0019
Si 0.0002 -0.004 -0.0095
Si 0.0027 -0.0008 -0.0054
Si 0.0023 0.0009 -0.0054
Si 0.0018 0.0012 -0.0023
Si -0.0005 0.0015 -0.0022
Si -0.0001 0.0033 0.007
Si -0.0009 0.004 0.0039
Si -0.0025 0.0039 0.0045
Si -0.0263 -0.0202 -0.0127
Si 0.0123 -0.016 -0.0107
Si -0.0029 -0.0022 0.0049
Si -0.0001 0.0196 -0.0143
Si -0.0001 0 0.0045
Si -0.0021 0.0008 0.0039
Si 0.0009 -0.0019 0.0022
Si -0.0041 0.001 0.0034
Si -0.0009 -0.0007 0.0008
Si 0.0643 0.1928 -0.2369
Si 0.0326 0.1724 -0.2399
Si 0.0968 0.153 -0.2796
Si 0.0181 -0.0114 0.181
Si 0.0014 -0.0152 0.1058
Si 0.1015 0.017 -0.1169
Si 0.0363 -0.0453 0.5667
Si 0.1088 0.0285 0.3163
Si 0.0849 0.0003 0.0512
Si 0.0337 0.1037 -0.1769
Si -0.1114 0.2163 0.1265
Si 0.0361 0.194 -0.0939
Si -0.0848 -0.1264 -0.2106
Si 0.0415 -0.1707 0.2548
Si -0.2048 -0.2369 0.0144
Si 0.1068 -0.1522 -0.0988
Si -0.0987 -0.114 0.205
Si -0.2139 0.0163 -0.0217
Si -0.1175 -0.0195 0.01
Si -0.0061 -0.1534 -0.1406
Si 0.023 -0.046 0.0471
Si -0.0422 0.0001 -0.1035
Si 0.1194 0.1206 -0.0031
Si 0.0136 -0.1229 -0.1393
Si -0.0015 -0.0005 -0.0014
Si 0.0005 -0.0006 -0.0015
Si -0.0007 -0.0007 -0.0022
Si -0.0001 0.0026 -0.0005
Si -0.0051 0.0038 0.001
Si 0.0049 0.0034 0.0021
Si 0.0005 0.0003 -0.0009
Si -0.0021 -0.0002 -0.0008
Si -0.0006 -0.0006 -0.0006
Si -0.0007 -0.0045 0.001
Si -0.0002 0.0007 -0.0005
Si -0.0012 0.0004 -0.0005
Si 0.0004 -0.0019 0.0006
Si -0.0008 -0.0022 0.0001
Si 0.0003 -0.0046 -0.0044
Si 0.0003 0.0001 0.0004
Si 0.0006 0.0009 0.0002
Si 0.0001 0.0011 -0.0001
Si -0.0004 -0.0014 0.0002
Si 0.0019 -0.0008 0.0003
Si 0.0006 -0.0002 0.0005
Si 0.0005 0.0032 -0.0019
Si -0.0001 0.001 0.0008
Si 0.0007 0.0009 0.0013
Si -0.0009 0.0017 0
Si 0.0006 0.0015 0.0003
Si -0.0002 0.0047 -0.0005
Si -0.0006 -0.0002 -0.0007
Si -0.0005 -0.0003 -0.0001
Si -0.0002 -0.0011 -0.0003
Si -0.0002 0.0008 -0.0001
Si -0.0019 0.0006 -0.0001
Si -0.0012 -0.0002 -0.0007
Si -0.0006 -0.0031 0
Si 0.0003 -0.001 0.0002
Si -0.0007 -0.0008 -0.0008
Si -0.001 -0.0003 0.0008
Si -0.003 -0.0019 0.0014
Si 0.0036 -0.003 0.0003
Si 0.0008 -0.0008 0.0008
Si -0.0009 -0.0008 0.0009
Si 0.0006 0.0007 0.0011
Si 0.0014 -0.0004 0.0007
Si 0.0024 -0.0003 0.001
Si -0.0003 0 0.0011
Si -0.0004 0.0004 0.0012
Si 0.0008 0.0003 0.0018
Si -0.0002 0.0008 0.0013
O 0.0003 0 -0.0016
O -0.0015 0.0009 -0.0018
O 0.0011 -0.0003 -0.0027
O 0.0001 0.0003 -0.0025
O -0.0012 -0.0001 -0.0008
O 0.0005 0.0009 -0.0043
O 0.0002 0.0003 -0.0017
O -0.0004 -0.0008 -0.0019
O -0.0004 0.0002 -0.0012
O 0.0001 0 -0.0014
O 0.0001 -0.0003 -0.0014
O -0.0003 0.0004 -0.0017
O -0.005 -0.0012 -0.0016
O 0.0043 0.0047 -0.0019
O -0.0161 -0.0079 -0.0039
O -0.0057 0.004 -0.0023
O -0.0082 -0.005 0.0062
O 0.0058 0.0306 0.0017
O 0.0017 -0.0011 0.0044
O 0.0012 0.0004 0.0007
O -0.0003 -0.0041 0.0125
O 0.0007 -0.0048 -0.0007
O 0.0082 -0.0086 0.0054
O 0.0012 0.0006 0.0043
Si 0.0005 0 0.0031
Si -0.0005 -0.0001 -0.0001
Si 0.0002 0.0006 0.0022
Si 0.0005 -0.0018 -0.0044
Si 0 0 0.0024
Si 0.003 0.0034 -0.0016
Si -0.0067 -0.0025 -0.0016
Si -0.0006 -0.002 -0.002
Si 0.0005 -0.0046 0.0009
Si 0.0016 0.0053 -0.0052
Si -0.0066 -0.0004 0.0129
Si 0.0001 -0.0001 0.0016
Si -0.0001 -0.0001 0.0031
Si 0.0003 -0.0002 -0.0003
Si 0.0049 -0.0012 -0.0033
Si -0.001 -0.0004 0.0028
Si -0.0007 0.001 0.0016
Si -0.0004 -0.001 0.0022
Si -0.001 0.0003 0.0002
Si 0.0026 -0.0053 0.0009
Si 0.0001 0.0002 0.0029
Si -0.0006 0 0.0019
Si 0.001 -0.0006 0.0037
Si -0.0038 -0.0048 0.0048
Si 0.0003 0.0005 0.0016
Si -0.0003 0.0002 0.0002
Si 0 0.0005 0.0018
Si -0.0003 -0.0001 0.0018
Si 0 0.0005 0.0004
Si -0.0005 -0.0003 -0.0008
Si -0.0005 0.0001 0.0031
Si 0 0 0.0024
Si -0.0007 -0.0002 0.0015
Si -0.0005 0.0001 0.0028
Si -0.0025 -0.0021 0.0002
Si -0.0007 -0.0003 0.0029
Si -0.0004 0.0002 0.0021
Si -0.0001 0.0002 0.0028
Si 0.0001 -0.0005 0.003
Si -0.0025 0.0003 -0.001
Si -0.0019 -0.0001 -0.0001
Si -0.0008 0.0002 0.0019
Si 0.0001 -0.0005 0.002
Si 0.0109 -0.0051 -0.0018
Si -0.0004 -0.0006 -0.0001
Si -0.0024 0.0029 -0.0067
Si 0 0.0004 0.0032
O 0 0 -0.0016
O -0.0002 0.0001 0.0004
O -0.0002 0.0009 -0.0015
O 0.003 0.0004 0.0027
O -0.0053 0.0117 0.0014
O 0.0001 -0.0006 -0.0007
O 0 -0.0007 0
O 0.0001 -0.0004 -0.0003
O 0.0001 0.0002 0
O -0.0003 0 -0.0004
O 0 0.0003 -0.0014
O -0.0005 0.0001 -0.0004
O -0.0002 -0.0008 -0.0014
O -0.0004 0.0001 -0.0001
O 0.0001 0.0003 0
O -0.0004 0 -0.0015
O -0.0005 -0.0003 -0.0013
O 0.001 0.0043 -0.0007
O 0.0002 0.0004 -0.0017
O 0.0028 -0.0005 0.0048
O -0.0001 0 -0.0011
O -0.0008 0 -0.0015
O 0.0002 -0.0004 -0.0007
O -0.0004 -0.0014 0.0003
O 0.0004 0.0001 -0.0014
O -0.0002 0 -0.0005
O -0.0025 0 0.0004
O 0.0035 0.0009 -0.0016
O -0.0014 0.001 0.0016
O 0 -0.0001 -0.0003
O -0.0011 -0.0004 -0.0021
O 0.0002 0.0002 -0.0013
O 0.0004 0 -0.0012
O -0.0005 -0.0043 0.0025
O -0.001 -0.0003 -0.0011
O 0.0001 0.0008 -0.0001
O 0 -0.0011 0.0006
O -0.0011 -0.0008 -0.0017
O 0.0003 0.0004 -0.0019
O 0.0001 -0.0004 -0.0013
O 0.0001 -0.0018 0.0014
O -0.0063 0.0001 0.0036
O -0.003 0.007 -0.0098
O -0.0036 -0.0012 -0.0021
O -0.0003 0 -0.0004
O -0.0002 -0.0002 -0.0011
O 0.0001 0.0006 -0.0017
O -0.0006 0.0001 0.0002
O 0.0012 -0.0002 0.0011
O -0.001 -0.0014 0.0018
O -0.001 -0.0009 -0.0017
O 0.0012 0 0.002
O 0.0001 -0.0004 -0.0012
O 0.0013 0.0004 0.0014
O 0 -0.0009 -0.0014
O -0.0008 0.0001 -0.0017
O -0.0001 -0.0004 -0.0016
O -0.0027 0.0017 0.0011
O -0.0002 -0.0001 -0.0008
O -0.0001 0 -0.0009
O -0.0004 0.0004 -0.0004
O 0 0 -0.0002
O 0.0001 0.0006 0.0004
O -0.0002 -0.0003 0.0001
O -0.0007 0.0001 -0.0014
O 0.005 0.0012 0.0003
O 0.0002 0.0007 -0.001
O -0.0028 0.0014 -0.0006
O -0.0001 -0.0008 -0.0007
O -0.0024 -0.0008 0.0016
O 0.0001 -0.0006 -0.0018
O -0.0006 0.0002 -0.0002
O -0.0001 0.0005 -0.0018
O 0.0005 0.0002 -0.0013
O -0.0065 0.0044 0.0023
O -0.0002 0.0002 -0.0003
O -0.0019 -0.0031 0.0009
O 0.0001 0 -0.0012
O -0.0006 -0.0005 -0.0004
O -0.0003 0.0006 -0.0009
O -0.0001 -0.0001 -0.0003
O -0.0003 0.0007 -0.001

The program warned: the cutoff lies below the one the program advises for these potential files; the forces do not sum to zero within the program's tolerance; the exchange-correlation potential is rough where the density is thin.
